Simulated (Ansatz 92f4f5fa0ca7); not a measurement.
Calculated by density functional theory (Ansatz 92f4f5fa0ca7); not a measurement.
Periodic cell of 223 atoms, Si133O90, from a study of silicon, its oxide and their interface. The atomic structure is a simulated model.
Doubt: the cutoff is far below the 930 eV that the study's wrapper takes by default for these files, so forces and energies are approximate.

Settings
functional: PBE
potential files: Ansatz PAW
basis: plane waves
wave-function cutoff: 580 eV
density cutoff ratio: 5
exchange-correlation grid ratio: 1
k mesh: 1 x 1 x 1, Gamma-centred
self-consistency stop: 5e-08 eV per atom in the density residual
occupations: fixed
spin: none
net charge: 0

Cell vectors (angstrom)
a	10.938	0	0
b	0	10.938	0
c	0	0	32.3549

Atoms: element, x, y, z (angstrom)
Si	0.3743	-0.3305	24.7066
Si	5.2789	0.3064	25.0495
Si	3.1219	2.4583	25.0135
Si	7.9243	2.9243	25.0124
Si	-0.2025	5.6479	24.7392
Si	5.7673	5.1238	24.8804
Si	2.6342	8.3848	24.5952
Si	8.5098	7.8624	24.7798
Si	1.4246	1.2744	26.1572
Si	6.8004	1.4262	26.4144
Si	4.2142	4.057	26.319
Si	9.6001	4.1162	26.1816
Si	1.4164	6.8449	26.0499
Si	6.9047	6.7749	26.1645
Si	4.0864	9.5291	26.1449
Si	9.6668	9.5061	26.0927
Si	2.7542	-0.0512	27.5756
Si	8.2547	-0.0407	27.5362
Si	0.0296	2.6988	27.5153
Si	5.4711	2.7437	27.722
Si	2.7456	5.4729	27.5137
Si	8.2368	5.4489	27.5861
Si	0.0503	8.1704	27.5404
Si	5.4914	8.1767	27.5116
Si	4.1018	1.3673	28.9366
Si	9.5708	1.3673	28.9366
Si	1.3673	4.1018	28.9366
Si	6.8362	4.1018	28.9366
Si	4.1018	6.8362	28.9366
Si	9.5708	6.8362	28.9366
Si	1.3673	9.5708	28.9366
Si	6.8362	9.5708	28.9366
Si	0	0	30.3039
Si	5.469	0	30.3039
Si	2.7345	2.7345	30.3039
Si	8.2035	2.7345	30.3039
Si	0	5.469	30.3039
Si	5.469	5.469	30.3039
Si	2.7345	8.2035	30.3039
Si	8.2035	8.2035	30.3039
Si	1.3673	1.3673	31.6711
Si	6.8362	1.3673	31.6711
Si	4.1018	4.1018	31.6711
Si	9.5708	4.1018	31.6711
Si	1.3673	6.8362	31.6711
Si	6.8362	6.8362	31.6711
Si	4.1018	9.5708	31.6711
Si	9.5708	9.5708	31.6711
Si	2.7345	0	0.6835
Si	8.2035	0	0.6835
Si	0	2.7345	0.6835
Si	5.469	2.7345	0.6835
Si	2.7345	5.469	0.6835
Si	8.2035	5.469	0.6835
Si	0	8.2035	0.6835
Si	5.469	8.2035	0.6835
Si	4.1018	1.3673	2.0507
Si	9.5708	1.3673	2.0507
Si	1.3673	4.1018	2.0507
Si	6.8362	4.1018	2.0507
Si	4.1018	6.8362	2.0507
Si	9.5708	6.8362	2.0507
Si	1.3673	9.5708	2.0507
Si	6.8362	9.5708	2.0507
Si	0	0	3.418
Si	5.469	0	3.418
Si	2.7345	2.7345	3.418
Si	8.2035	2.7345	3.418
Si	0	5.469	3.418
Si	5.469	5.469	3.418
Si	2.7345	8.2035	3.418
Si	8.2035	8.2035	3.418
Si	1.235	1.4923	4.7633
Si	6.8005	1.3875	4.8343
Si	4.1263	4.0329	4.8016
Si	9.5435	4.1052	4.8564
Si	1.3669	6.8227	4.7838
Si	6.7995	6.8921	4.7769
Si	4.0688	9.6342	4.7864
Si	9.5897	9.5661	4.7329
Si	2.6555	0.1663	5.9907
Si	8.1945	-0.0504	6.05
Si	-0.156	2.7295	6.3701
Si	5.4425	2.69	6.3413
Si	2.6885	5.3685	6.0799
Si	8.1772	5.542	6.1441
Si	0.0374	8.2429	6.1165
Si	5.4112	8.2775	6.1774
Si	3.6668	1.5636	7.6139
Si	9.6001	0.9206	7.6571
Si	1.5494	3.9137	7.5905
Si	6.5433	4.4732	7.4883
Si	4.2285	6.5902	7.3233
Si	9.3694	7.1604	7.4274
Si	1.1636	9.9499	7.333
Si	7.0938	9.3837	7.4731
O	9.5974	6.7395	24.1682
O	4.1981	1.366	24.3057
O	8.1949	8.2201	7.9538
O	2.6466	2.777	8.1438
O	6.871	4.0053	24.2738
O	1.5134	9.5307	24.0834
O	5.3953	5.5883	7.9336
O	-0.0315	-0.0427	7.9648
O	7.1253	4.0666	8.9746
O	6.7091	10.233	8.8671
O	10.1879	6.6966	8.7879
O	2.0858	9.6023	8.6501
O	3.9002	0.6232	8.9834
O	1.0679	4.7336	8.9589
O	8.8392	0.8231	9.1654
O	3.4055	7.1706	8.6159
O	7.7782	8.486	23.432
O	8.5524	1.9563	23.8561
O	5.0394	5.7273	23.5367
O	2.5343	3.3653	23.7929
O	10.6478	0.3899	23.3691
O	0.4126	4.9181	23.3753
O	3.4037	7.7837	23.2223
O	6.2607	10.6438	23.8946
Si	9.5533	2.5334	19.9864
Si	5.6371	6.6787	19.6541
Si	8.0107	3.4265	14.5853
Si	13.3353	3.2434	13.3895
Si	4.6895	1.4505	13.6163
Si	5.0377	7.2184	14.3211
Si	4.0185	5.4678	12.2714
Si	4.0087	6.4217	22.487
Si	9.6171	10.683	14.4121
Si	6.8385	5.5521	12.6421
Si	7.342	1.9365	12.2114
Si	3.3251	13.4927	17.8558
Si	8.0054	4.3746	10.2921
Si	9.2459	7.8595	14.7171
Si	7.5374	0.4968	18.5324
Si	9.8034	5.1965	16.2825
Si	7.6825	9.6715	16.3666
Si	2.1976	11.3428	12.4613
Si	8.0254	15.8551	18.8058
Si	12.4968	13.4195	20.1027
Si	-1.6487	1.0481	22.736
Si	4.934	10.041	15.4259
Si	2.8441	10.892	19.224
Si	5.5511	9.6508	20.1415
Si	10.7572	5.4726	9.7087
Si	7.112	9.8302	22.7883
Si	6.2937	13.8258	17.0461
Si	-3.1356	-0.1864	9.979
Si	1.7735	4.2977	16.13
Si	-1.7023	9.138	12.0205
Si	1.0297	8.8869	14.2951
Si	3.4856	7.6289	10.1602
Si	1.7626	4.2737	22.7033
Si	2.5916	9.0986	16.9554
Si	13.9938	10.3602	9.7245
Si	4.0543	6.4023	17.0844
Si	11.6797	-3.4717	11.7189
O	5.1225	6.6593	15.8572
O	3.7282	2.6526	14.1524
O	6.6667	3.184	15.4869
O	3.9651	10.0622	20.0786
O	4.2278	6.4257	10.966
O	1.3808	3.2654	21.4987
O	4.0726	9.1684	10.2654
O	-3.3589	-5.2241	11.1786
O	10.6663	-2.2487	11.412
O	9.2336	3.8115	15.5942
O	5.454	4.71	12.398
O	3.5408	10.1923	16.2137
O	6.3836	6.9157	13.4373
O	10.3614	9.1805	14.7991
O	6.0721	9.6549	16.5068
O	9.795	6.396	15.1549
O	13.7803	4.3265	12.2175
O	6.7458	1.375	17.4159
O	1.7229	8.5088	15.7137
O	1.957	9.8659	18.2718
O	14.302	7.8037	17.5345
O	4.7095	14.0716	17.2628
O	8.6659	12.3593	19.2126
O	5.8243	2.1232	12.7173
O	8.2686	2.1256	13.589
O	2.7307	5.4622	22.1674
O	8.9059	14.97	19.8712
O	2.0447	10.941	10.8944
O	-3.1309	4.7319	13.6438
O	10.5702	11.884	14.8544
O	7.8169	3.1158	11.2532
O	8.7648	7.9776	13.1178
O	2.7568	14.1639	19.2552
O	12.4997	4.0719	14.5158
O	8.2938	10.7998	22.2124
O	12.9706	7.7538	10.831
O	12.5574	1.9373	12.7346
O	8.213	10.7431	15.2379
O	4.8262	16.8622	18.4413
O	8.2686	10.1443	17.816
O	5.3224	11.4867	14.802
O	3.8064	0.4282	12.7102
O	7.0297	14.8453	18.0447
O	-1.5638	10.5978	12.7917
O	9.6737	2.0535	21.5272
O	5.8128	8.271	19.308
O	2.9562	5.3377	16.551
O	-2.6104	-1.576	10.6955
O	6.4457	21.8325	19.5999
O	12.0097	7.5497	13.3283
O	6.0417	9.3716	21.6607
O	2.147	2.8309	16.7576
O	7.1378	16.931	19.6745
O	7.2495	11.559	11.2765
O	8.9711	16.539	17.6445
O	1.9287	0.8675	20.2442
O	3.7942	-4.4906	13.5752
O	8.0869	8.184	15.8309
O	0.1782	6.0191	11.2191
O	4.8253	8.8377	14.3136
O	11.0527	13.5111	19.3363
O	4.8241	6.6059	21.0754
O	1.5735	10.2067	13.4772
O	11.334	4.9075	16.7284
O	3.5924	0.9955	18.2147
O	9.5646	4.3916	9.8643

Results
free energy: -135731.575 eV
free energy less fixed offsets of O -568.88, Si -635.61 eV per atom: 3.755 eV

Forces (eV/angstrom), in the order of the atoms: element, x, y, z
Si	0.0854	0.0017	-0.1248
Si	-0.1177	0.0933	-0.2924
Si	0.0918	-0.1409	-0.3541
Si	-0.0549	0.0791	-0.2432
Si	-0.1256	0.0472	-0.1535
Si	0.1631	-0.0984	-0.3137
Si	-0.0335	0.1645	-0.062
Si	0.0517	-0.0598	-0.134
Si	-0.0136	0.018	-0.1462
Si	0.0782	-0.0676	-0.2211
Si	-0.0905	0.0512	-0.2584
Si	-0.0233	-0.0278	-0.1742
Si	-0.0075	-0.0506	-0.2232
Si	-0.0058	0.0159	-0.1726
Si	0.0469	0.0359	-0.1662
Si	-0.059	0.0165	-0.1399
Si	0.0153	-0.0087	0.027
Si	0.0957	-0.1132	0.0156
Si	0.0277	-0.0308	0.0234
Si	0.0577	0.0471	0.1537
Si	-0.0469	0.0193	0.0818
Si	-0.0255	-0.0399	0.0332
Si	0.0173	-0.0076	-0.0906
Si	0.0371	-0.0351	0.0278
Si	-0.3646	-0.4034	0.5123
Si	0.1702	-0.1086	-0.2849
Si	0.0586	-0.0306	-0.4489
Si	0.4234	0.3485	0.7298
Si	0.03	0.0099	-0.3574
Si	0.2124	0.0238	-0.0249
Si	0.018	-0.165	0.086
Si	0.1239	-0.1613	-0.3849
Si	0.0027	0.0076	-0.0266
Si	-0.0571	0.0627	-0.0115
Si	-0.0305	-0.0698	0.007
Si	-0.0459	0.1057	0.0008
Si	-0.0649	0.0352	-0.0218
Si	0.0818	0.026	0.0035
Si	-0.0417	0.0543	-0.0271
Si	0.001	0.0187	-0.0245
Si	-0.0277	0.0087	0.0018
Si	0.0478	-0.0648	-0.0192
Si	0.0274	0.0067	-0.0211
Si	0.0469	-0.0616	-0.0142
Si	0.0927	-0.0279	-0.0298
Si	-0.029	-0.0047	-0.0078
Si	0.0134	-0.0556	-0.0239
Si	-0.013	0.0182	-0.0129
Si	0.0577	-0.0059	-0.0131
Si	-0.058	0.054	0.0119
Si	-0.0286	0.031	0.0505
Si	-0.0435	0.0403	0.0345
Si	-0.0966	0.0364	0.0018
Si	0.0073	-0.0107	-0.0158
Si	-0.0197	0.0023	0.0258
Si	0.0258	0.0296	0.0436
Si	-0.0931	-0.1219	0.0178
Si	0.0009	-0.1328	-0.0147
Si	0.1573	0.0425	-0.0085
Si	0.0538	0.0579	0.0294
Si	-0.0099	-0.0567	0.0211
Si	-0.0954	-0.0671	0.0165
Si	0.0535	0.0581	0.0095
Si	0.092	0.0143	0.0147
Si	-0.0767	0.2769	-0.3392
Si	0.0272	0.1954	0.0643
Si	-0.2138	0.166	-0.1572
Si	-0.129	0.0708	0.4093
Si	-0.1621	-0.1887	0.2259
Si	-0.048	-0.117	0.1629
Si	0.0438	0.0484	0.1311
Si	-0.0442	0.001	-0.2836
Si	-0.1396	0.1102	0.0004
Si	-0.0274	0.0768	-0.0718
Si	0.1002	-0.0611	-0.0747
Si	0.0149	0.0804	-0.0942
Si	0.0054	0.0142	-0.0968
Si	-0.0391	0.1266	0.0049
Si	-0.0606	-0.0243	-0.0479
Si	0.1363	-0.0948	-0.1234
Si	0.099	-0.0472	0.1523
Si	-0.0467	-0.0696	0.2097
Si	0.0534	-0.0741	0.2887
Si	-0.1586	0.0716	0.1549
Si	-0.0214	-0.0265	0.099
Si	-0.0753	0.0026	0.1556
Si	0.0001	0.1422	0.1728
Si	0.0801	-0.1399	0.1733
Si	0.006	0.0045	0.1551
Si	0.1666	-0.1343	0.2997
Si	0.0598	-0.1245	0.2143
Si	-0.0426	0.0946	0.4143
Si	0.0843	0.1245	0.2312
Si	-0.098	0.153	0.2408
Si	0.0378	-0.1865	0.1969
Si	-0.0411	-0.1544	0.1843
O	0.0242	0.0955	0.5176
O	-0.0357	0.0043	0.779
O	0.0266	0.0162	-0.353
O	-0.0589	0.0869	-0.4219
O	-0.0307	0.0497	0.6747
O	-0.1248	-0.0345	0.4644
O	-0.0116	-0.0988	-0.458
O	-0.005	0.062	-0.3657
O	-0.0695	0.0132	-0.4407
O	-0.078	-0.2094	-0.3306
O	0.009	-0.0085	-0.0399
O	-0.1269	-0.1201	-0.1327
O	0.0795	0.2057	-0.2065
O	0.0199	-0.0299	-0.1252
O	0.1742	0.0671	-0.3789
O	0.0024	-0.0706	-0.188
O	0.0244	0.0361	0.1426
O	0.0456	0.0041	-0.0091
O	-0.001	0.0102	0.1035
O	-0.0428	0.0294	0.0111
O	-0.0027	-0.0574	0.1427
O	0.0149	0.0626	0.2198
O	-0.116	0.0544	0.2776
O	0.0238	-0.0766	-0.0291
Si	0.06	-0.0284	-0.4015
Si	0.1609	0.0476	-0.1297
Si	0.3063	-0.6441	-0.1259
Si	-0.2666	-0.4686	0.1173
Si	-0.0703	0.1598	-0.0869
Si	-0.0455	-0.0184	-0.0479
Si	0.0553	-0.3283	0.0524
Si	0.0807	-0.0389	-0.0007
Si	1.8751	7.208	0.9266
Si	-0.1099	-0.4081	0.0423
Si	0.2154	0.1884	0.6142
Si	-0.2098	0.0661	-0.0833
Si	-0.118	-0.0993	0.4331
Si	-1.7101	-1.8032	-0.1727
Si	0.1691	0.1936	0.0317
Si	-0.1029	-1.0552	0.2911
Si	-0.136	1.013	-0.0454
Si	-0.1451	0.7464	0.2968
Si	-0.0441	-0.213	0.162
Si	-0.0756	-0.0702	-0.2695
Si	0.0479	0.2061	-0.036
Si	0.1216	0.1513	-0.2175
Si	-0.0357	0.2546	0.1763
Si	-0.0307	0.1234	-0.2159
Si	-0.1398	-0.0798	-0.0485
Si	-0.159	-0.0474	0.0561
Si	0.1357	-0.0496	-0.1734
Si	0.0316	0.097	0.1954
Si	-0.0391	-0.567	-0.3048
Si	-0.2151	0.9803	-0.6781
Si	2.2539	0.8048	-0.7469
Si	0.1054	-0.0075	0.1665
Si	-0.0675	-0.1836	0.0269
Si	0.3925	0.4842	0.5525
Si	-0.2002	0.1193	0.1607
Si	0.1116	-0.2306	-0.0671
Si	0.0064	-0.0098	-0.5623
O	0.0314	0.0349	0.0683
O	0.0715	0.0165	0.0075
O	-0.0917	0.0294	0.1498
O	0.033	-0.0704	-0.0184
O	-0.0406	0.1752	-0.1523
O	0.0237	0.138	0.2321
O	0.0387	-0.0055	-0.0636
O	0.0353	0.063	-0.1201
O	0.0326	-0.1737	0.0754
O	0.0343	0.5373	0.1782
O	-0.0075	0.1804	0.0423
O	-0.1983	-0.1731	0.0671
O	0.0856	0.0262	-0.0271
O	0.0952	-2.2383	0.1748
O	0.0229	-0.1307	0.0836
O	0.1537	1.0586	-0.3662
O	0.0751	0.2426	-0.0578
O	-0.0248	-0.0789	0.0201
O	-1.1721	0.0696	-0.6147
O	-0.0064	-0.2165	-0.2497
O	-0.1743	0.1072	-0.0561
O	-0.0035	0.0109	0.0684
O	-0.0389	-0.0081	0.0611
O	-0.0711	-0.0542	-0.077
O	-0.5141	0.2191	-0.3041
O	0.0421	0.0098	-0.0035
O	-0.025	0.0589	-0.0558
O	0.1996	-0.1878	-0.2824
O	-0.0367	0.3695	-0.1187
O	-0.6814	-2.2292	-0.3465
O	0.0553	0.1359	-0.1908
O	0.6249	0.0775	1.1079
O	0.0289	-0.0489	0.0397
O	0.0854	0.2263	0.0746
O	-0.017	-0.0131	-0.0026
O	-0.2025	0.0261	0.1124
O	0.3035	-0.018	-0.1643
O	-0.8326	-1.6713	0.1785
O	-0.065	0.064	0
O	-0.0804	-0.2075	-0.1029
O	-0.0112	-0.1701	0.1173
O	-0.0468	-0.1734	-0.0134
O	0.0173	0.0933	0.0784
O	-0.2644	-1.7806	-0.4621
O	-0.0286	-0.1352	0.2867
O	-0.0019	-0.0116	-0.0095
O	0.0376	0.1595	0.0339
O	0.0643	-0.0479	-0.0375
O	-0.0558	-0.0682	0.038
O	-0.4559	0.426	0.779
O	0.1038	-0.0123	0.2074
O	0.1385	0.137	0.0873
O	-0.0389	0.0421	-0.0493
O	0.0024	-0.2416	-0.2646
O	0.0727	0.1915	-0.1175
O	0.0234	-0.0211	-0.0434
O	-0.0432	0.1043	0.0132
O	0.9765	-0.1595	-0.3815
O	-0.0426	-0.0364	-0.073
O	-0.045	-0.0154	-0.0013
O	0.0201	0.0197	0.1201
O	-0.1412	0.003	0.2546
O	-0.4182	-1.1711	0.4386
O	-0.1319	0.2724	0.0541
O	0.0347	-0.0987	-0.0235
O	0.1544	-0.0141	-0.1004

The program warned: the cutoff lies below the one the program advises for these potential files; the forces do not sum to zero within the program's tolerance; the exchange-correlation potential is rough where the density is thin.
